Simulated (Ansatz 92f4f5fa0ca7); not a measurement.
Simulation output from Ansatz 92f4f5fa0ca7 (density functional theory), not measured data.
Periodic cell of 192 atoms, Si128O64, from a study of silicon, its oxide and their interface. The atomic structure is a simulated model.
This geometry differs little from another in the collection (a relaxation step or a small displacement).

Settings: functional r2SCAN; potential files Ansatz PAW; basis plane waves; wave-function cutoff 800 eV; density cutoff ratio 5; exchange-correlation grid ratio 1; k mesh 1 x 1 x 1, shifted by 0.5 0.5 0 of a step; self-consistency stop 1e-10 eV per atom in the density residual; occupations fixed; spin none; net charge 0.

Cell vectors (angstrom)
a  10.888  0  0
b  0  10.888  0
c  0  0  28.5667

Atoms: element, x, y, z (angstrom)
Si  0.2239  -0.0611  -0.0781
Si  2.7471  2.6957  0.4479
Si  0.6661  5.0034  -0.0589
Si  2.3656  8.4688  -0.0661
Si  4.9011  0.5161  0.1079
Si  7.8346  2.834  0.1633
Si  5.6192  4.9802  0.2167
Si  8.5947  8.3636  -0.5342
Si  1.3021  1.286  1.5143
Si  4.1244  4.0236  1.6933
Si  1.416  6.7814  1.3276
Si  3.9531  9.5963  1.3
Si  6.6174  1.4019  1.5026
Si  9.6071  4.0718  1.1651
Si  6.7687  6.6227  1.3823
Si  9.587  9.5759  1.2143
Si  -0.0796  2.7259  2.7134
Si  2.677  -0.0578  2.8374
Si  -0.0362  8.1224  2.6451
Si  2.7583  5.5325  2.8137
Si  5.4339  2.6796  3.0214
Si  8.1194  -0.0324  2.6213
Si  5.4143  8.1751  2.5999
Si  8.2564  5.3853  2.7039
Si  1.337  4.0957  4.0613
Si  4.0232  1.3  4.2258
Si  1.3058  9.4503  4.0991
Si  4.1294  6.8679  4.1163
Si  6.8827  4.0883  4.1607
Si  9.4641  1.3363  4.0478
Si  6.7848  9.4977  4.0131
Si  9.527  6.7965  4.0712
Si  -0.0375  -0.0165  5.4145
Si  2.6732  2.7377  5.4766
Si  0.0005  5.4462  5.4455
Si  2.7183  8.1663  5.4737
Si  5.4554  -0.0529  5.4684
Si  8.1829  2.6892  5.4922
Si  5.4837  5.476  5.456
Si  8.1477  8.1582  5.4118
Si  1.3194  1.3504  6.7999
Si  4.0905  4.098  6.792
Si  1.3676  6.7914  6.811
Si  4.0761  9.5201  6.8334
Si  6.7985  1.3371  6.8189
Si  9.5419  4.077  6.8184
Si  6.8197  6.8232  6.8227
Si  9.5056  9.5222  6.7913
Si  -0.0014  2.7141  8.1757
Si  2.7094  0.015  8.1635
Si  -0.0005  8.1626  8.1526
Si  2.7373  5.4545  8.1629
Si  5.4415  2.7196  8.1545
Si  8.1699  -0.0001  8.1731
Si  5.4536  8.1764  8.1745
Si  8.1709  5.4442  8.1681
Si  1.3726  4.085  9.4988
Si  4.0739  1.3766  9.5204
Si  1.3603  9.5255  9.5202
Si  4.1017  6.8176  9.5155
Si  6.8096  4.0737  9.5199
Si  9.5227  1.3673  9.5363
Si  6.8069  9.5447  9.5286
Si  9.5278  6.8102  9.5244
Si  -0.011  -0.0088  10.8821
Si  2.7295  2.7575  10.8698
Si  0.0031  5.4256  10.8583
Si  2.7626  8.1887  10.8766
Si  5.456  0.0307  10.8801
Si  8.1828  2.7412  10.9062
Si  5.4452  5.444  10.8612
Si  8.1646  8.1844  10.8811
Si  1.3607  1.3876  12.1841
Si  4.0773  4.1243  12.2401
Si  1.3884  6.7865  12.1604
Si  4.138  9.5467  12.2579
Si  6.7985  1.3995  12.2512
Si  9.5542  4.0934  12.2847
Si  6.8152  6.7899  12.2065
Si  9.4991  9.5451  12.2722
Si  0.0094  2.6593  13.6208
Si  2.7529  0.0864  13.528
Si  0.0508  8.1292  13.5017
Si  2.6859  5.4621  13.5963
Si  5.4703  2.8112  13.5899
Si  8.1089  0.0335  13.6529
Si  5.4892  8.1217  13.5983
Si  8.2019  5.5196  13.6109
Si  1.3221  4.068  14.9602
Si  4.0254  1.5096  14.9106
Si  1.3505  9.5954  14.7645
Si  4.0201  6.8604  14.9474
Si  6.8623  4.1674  14.979
Si  9.5125  1.342  15.0462
Si  6.9229  9.3792  15.0102
Si  9.6119  6.8601  14.9804
Si  -0.3118  -0.4503  16.1711
Si  2.9759  3.061  16.2899
Si  -0.2541  5.1784  16.2489
Si  2.7741  8.4525  16.1821
Si  5.3807  -0.6935  16.5468
Si  8.3859  2.9777  16.3297
Si  5.2519  5.3418  16.2352
Si  8.8399  8.6875  16.245
Si  6.3205  0.0286  23.9145
Si  -1.1361  1.2853  26.8472
Si  22.007  32.3612  19.2161
Si  -26.473  -1.3674  26.5994
Si  -4.0193  -8.5696  19.0497
Si  8.7218  19.8406  19.3513
Si  -11.2305  13.4538  22.6025
Si  -3.3006  28.3804  22.7172
Si  -37.2617  43.1063  19.5497
Si  -4.2526  13.8745  24.1088
Si  -13.7782  36.4052  21.4621
Si  -12.2377  14.6063  25.1697
Si  -1.5322  10.8695  23.9944
Si  12.4593  6.6637  18.2709
Si  -17.3443  16.6632  18.9528
Si  -39.7062  13.742  19.1067
Si  -0.5384  28.2466  26.1201
Si  -16.8371  18.1208  21.6626
Si  -33.193  7.9583  23.4949
Si  -10.5994  29.7173  20.599
Si  -6.7179  10.1486  21.6993
Si  5.251  27.4177  24.1092
Si  -17.409  17.8668  26.7229
Si  12.8891  1.3412  21.0864
O  -16.2883  8.1153  -1.6299
O  -14.4322  25.3209  -8.5718
O  -5.8853  -10.1133  -12.5611
O  -4.8094  9.7681  -3.5485
O  8.8856  18.3045  -5.4142
O  -3.1765  9.394  -1.4332
O  1.7665  36.4592  -0.3375
O  -1.3849  24.887  -7.0926
O  4.1824  4.3438  -8.9369
O  -34.204  0.3709  -2.9997
O  -13.925  32.4912  -5.1502
O  -14.7432  13.886  -6.0319
O  2.9744  29.4587  -1.3864
O  11.347  5.7181  -10.9595
O  0.0657  18.0664  -3.7784
O  8.0089  14.1365  -3.6395
O  -6.3196  16.8859  22.6657
O  4.357  -4.4635  25.205
O  -9.5984  -1.2629  27.9698
O  -23.1484  10.3793  19.375
O  -6.8913  31.1375  16.7992
O  11.4552  -5.1411  27.0487
O  -12.3821  5.2487  25.6577
O  -2.3004  30.144  17.8456
O  -9.9917  9.3122  19.9774
O  -0.8176  1.1253  23.1327
O  7.7403  2.3509  17.6892
O  8.0337  -16.4601  21.838
O  0.8812  22.7275  19.9757
O  6.7319  25.7045  28.1285
O  -16.478  13.1993  18.6489
O  11.342  10.7334  17.6194
O  -17.5921  15.0256  16.4381
O  -6.8576  -13.2277  21.9692
O  -17.0486  6.8407  20.1121
O  -5.4051  10.7893  27.2884
O  -12.1868  18.4782  27.0038
O  -27.4277  32.5208  22.7479
O  2.7389  21.8231  21.7837
O  -14.7223  11.8317  19.8876
O  6.1174  12.4039  24.5196
O  5.5834  -15.9582  17.7914
O  1.1863  13.2275  22.0904
O  7.6492  7.2547  28.7141
O  -4.3635  29.2938  21.8998
O  -31.5313  17.6963  19.8215
O  10.2702  13.6262  26.2603
O  -0.6685  20.4149  23.8194
O  -15.6531  10.3546  17.9568
O  -21.3387  29.5486  22.1989
O  -23.0787  -13.8796  20.2312
O  -29.8879  2.6634  17.8808
O  -22.217  68.9669  23.8224
O  12.6132  29.7985  17.3889
O  -1.3806  14.9889  16.7609
O  -2.4971  34.3857  27.6451
O  3.0464  6.0603  18.183
O  -3.6206  20.116  19.9788
O  -14.9831  6.1737  24.0714
O  4.7318  5.6836  27.6106
O  4.835  10.3329  20.2303
O  -18.5547  13.0034  20.3854
O  -28.8632  12.5619  28.2103
O  -27.2384  4.047  24.3881

Results
free energy: -118374.296 eV
free energy less fixed offsets of O -570.45, Si -639.56 eV per atom: -1.816 eV

Forces (eV/angstrom), in the order of the atoms: element, x, y, z
Si  0.0013  -0.0003  0.0001
Si  0.0004  -0.0002  -0.0008
Si  0.001  -0.0004  0.0001
Si  -0.0003  -0.0002  0.0005
Si  0.0003  0.0004  0.001
Si  0.0002  -0.0001  -0.0002
Si  0.0002  -0.0012  0.0009
Si  0.0001  -0.0012  0.0018
Si  -0.0002  -0.0002  -0.0008
Si  0.0002  -0.0005  -0.0002
Si  0.0004  0  0.0001
Si  0.0002  0.0002  0
Si  0  -0.0003  -0.0004
Si  0  -0.0009  0
Si  0.0006  0.0002  -0.0007
Si  0.0005  -0.0001  0.0004
Si  -0.0001  0  0.0002
Si  0  -0.0004  -0.0004
Si  0.0004  -0.0002  -0.0005
Si  0.0001  0  0
Si  0.0002  -0.0005  -0.0004
Si  0.0001  -0.0005  0
Si  0.0006  -0.0003  0.0002
Si  0.0005  0  0.0002
Si  0  -0.0003  0.0003
Si  -0.0002  -0.0005  0.0004
Si  0.0001  -0.0004  0.0005
Si  0.0004  0.0001  0.0006
Si  0.0007  0  0.0002
Si  0.0002  0.0002  0.0003
Si  0.0003  -0.0001  0.0009
Si  0  -0.0008  0.0007
Si  0.0005  -0.0005  0.0002
Si  0.0002  -0.0002  0
Si  -0.0002  -0.0004  0.0003
Si  0  -0.0005  0
Si  0.0001  -0.0008  0.0002
Si  0.0004  -0.0003  0.0004
Si  0.0003  0  0.0004
Si  -0.0001  -0.0001  0
Si  0.0004  -0.0004  0
Si  0  -0.0002  0.0001
Si  -0.0001  -0.0001  -0.0001
Si  0  -0.0003  0.0004
Si  0.0002  -0.0002  0.0001
Si  0.0002  -0.0001  0.0003
Si  0  -0.0002  0.0001
Si  0.0004  -0.0002  0.0001
Si  0  -0.0004  0.0001
Si  -0.0002  -0.0003  0.0002
Si  0  -0.0006  0.0002
Si  0  -0.0004  0.0004
Si  -0.0002  -0.0002  0.0004
Si  -0.0001  -0.0002  0.0003
Si  0.0002  -0.0002  0.0002
Si  0  -0.0003  0.0002
Si  -0.0002  -0.0001  0.0004
Si  0.0002  -0.0006  0.0004
Si  0  -0.0002  0.0002
Si  0.0001  -0.0003  0.0004
Si  0.0002  -0.0004  0.0003
Si  0.0003  -0.0004  0.0004
Si  -0.0001  -0.0006  0.0004
Si  -0.0003  -0.0001  0.0002
Si  -0.0003  -0.0003  0.0004
Si  -0.0001  -0.0001  0.0004
Si  0.0002  -0.0003  0
Si  0.0003  0  0.0002
Si  -0.0003  -0.0002  0.0004
Si  -0.0002  -0.0001  0.0004
Si  0.0002  -0.0003  0.0003
Si  -0.0002  -0.0001  0.0007
Si  -0.0003  -0.0003  -0.0003
Si  -0.0001  0  0.0006
Si  0.0002  -0.0002  0.0005
Si  0.0003  -0.0003  0.0002
Si  -0.0001  -0.0003  0.0002
Si  0.0002  -0.0007  0.0002
Si  0.0001  0  0.0003
Si  0.0005  -0.0001  0
Si  -0.0004  -0.001  0.0002
Si  0  -0.0005  0.0002
Si  0.0004  0  -0.0002
Si  0.0002  -0.0002  0.0006
Si  0.001  -0.0002  0.0003
Si  0.0006  0.0001  0.0006
Si  0.0008  0  0.0005
Si  0.0004  0.0005  0.001
Si  0.0008  0.0001  -0.0002
Si  0.0004  -0.0008  0.0012
Si  -0.0003  0.0006  0.0003
Si  -0.0003  0.0002  0.0005
Si  0.0001  -0.0003  0.0009
Si  0.0003  -0.0002  0.0001
Si  0.0001  -0.0001  0.0008
Si  0.0005  -0.0001  0.0012
Si  0.0002  -0.0002  0.0004
Si  0.0006  0.0015  -0.0005
Si  0.0005  -0.001  0.0002
Si  0.0006  -0.0001  -0.0003
Si  -0.0006  0.001  -0.0004
Si  -0.0001  -0.0002  0.0009
Si  -0.0001  -0.0008  -0.0006
Si  0.0007  0.0002  -0.0001
Si  0.0005  -0.0009  0.0014
Si  0.0005  -0.0001  0.002
Si  -0.001  -0.0004  -0.0042
Si  -0.0005  0.0007  0.0013
Si  0.0003  -0.0003  -0.0009
Si  0.0015  -0.0002  -0.0014
Si  0.0003  0.0002  0.0008
Si  0.0002  0  0.0008
Si  0.0002  0.0006  -0.0013
Si  0.0013  -0.0005  0.0018
Si  0.0005  -0.0001  -0.0007
Si  0.0007  0.0002  0.0016
Si  0.0008  -0.0007  0.0011
Si  0.0019  -0.0029  -0.0021
Si  -0.0022  -0.001  -0.0009
Si  0.0009  0.0004  -0.0016
Si  0.0012  0.0002  0.0015
Si  0.0001  -0.0004  0.0003
Si  0.0016  -0.0003  0.0013
Si  0.0003  -0.0015  -0.0003
Si  0.0005  -0.0005  -0.0001
Si  0.0002  0.0001  0.0017
Si  0.0001  -0.0005  0.0009
Si  0.0004  -0.0002  -0.0006
O  -0.0001  -0.0008  0.0001
O  0.0002  -0.0004  0.0004
O  0.0007  -0.0013  0.001
O  -0.0008  0.0005  -0.0011
O  0.0002  -0.0002  0.0001
O  0.0013  -0.0011  0.0009
O  -0.0002  0.0001  0.0002
O  0.0006  0.0001  0.0003
O  0.0007  0.001  -0.0015
O  0.0003  -0.0009  -0.0003
O  -0.0001  0.0002  -0.0007
O  0.0008  -0.0005  0.0008
O  0.0002  -0.0004  0.0002
O  0.0028  0.002  0.0019
O  0.0007  -0.0002  -0.0001
O  -0.0005  -0.0002  0.0001
O  0.0013  0  0.0002
O  0.001  -0.0006  -0.0008
O  0.0006  -0.0008  0.001
O  0.0001  -0.0009  0.0001
O  0.0002  -0.0003  0.0009
O  -0.0005  -0.0005  0.0001
O  0.001  -0.0003  -0.0005
O  0.0002  0.0004  0.0015
O  0.0003  0.0001  0.0007
O  0.0009  -0.0005  0.001
O  0.0001  0  0.0008
O  0.0005  -0.0004  0.0007
O  0.0012  0.0002  0.0023
O  0.0003  0.0003  0.0006
O  -0.0019  0.0028  0.0012
O  -0.0003  -0.0003  0.0003
O  -0.0012  -0.0005  0.0015
O  0.0011  -0.0001  0.0004
O  0.0001  -0.0019  -0.0003
O  0.0021  -0.001  0.0005
O  0.0011  -0.001  -0.0001
O  0.0008  0.0002  0.0008
O  0.0004  -0.0001  0.0002
O  -0.0003  0.0002  0.0004
O  0.0011  0  0.0001
O  -0.0007  0.0006  0.0017
O  0.0006  -0.0006  -0.0003
O  0.0011  0.0005  -0.0004
O  0.0005  0.0003  0.001
O  -0.0011  0.0011  0.0006
O  -0.0002  0.0003  -0.0001
O  0.0005  0.0004  -0.0004
O  -0.0009  -0.0003  0.0005
O  0.0009  -0.0011  -0.0004
O  0.0006  0.0001  0.001
O  0.0023  -0.0007  0.0031
O  0.0003  0.0002  -0.0008
O  0.0011  -0.0026  0.0003
O  -0.0001  -0.0002  0.0001
O  0.0001  0.0003  0.0005
O  0.0004  0.003  0.0023
O  -0.0001  -0.0002  0.0003
O  0.0004  -0.0007  0.0008
O  0.0004  0.0004  -0.0008
O  -0.0002  0.0001  0.001
O  0.0005  -0.0002  0.0008
O  0.0001  -0.0005  0.0009
O  0.0002  0.0001  -0.0005

The program warned: the cutoff lies below the one the program advises for these potential files; the forces do not sum to zero within the program's tolerance; empty levels may hold ghost states of the PAW files; the exchange-correlation potential is rough where the density is thin.
